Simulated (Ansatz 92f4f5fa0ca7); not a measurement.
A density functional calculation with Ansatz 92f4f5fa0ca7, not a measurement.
Periodic cell of 223 atoms, Si132O90B1, from a study of silicon, its oxide and their interface. The atomic structure is a simulated model.
Doubt: the cutoff is far below the 930 eV that the study's wrapper takes by default for these files, so forces and energies are approximate.

Settings
functional: PBE
potential files: Ansatz PAW
basis: plane waves
wave-function cutoff: 580 eV
density cutoff ratio: 5
exchange-correlation grid ratio: 1
k mesh: 1 x 1 x 1, Gamma-centred
self-consistency stop: 5e-08 eV per atom in the density residual
occupations: fixed
spin: none
net charge: -1 e, with a uniform compensating background and no finite-size correction

Cell vectors (angstrom)
a 10.938 0 0
b 0 10.938 0
c 0 0 32.1988

Atoms: element, x, y, z (angstrom)
Si 10.5957 0.2183 24.8873
Si 5.7448 10.671 24.7619
Si 2.49 2.9068 24.6611
Si 8.4364 2.4558 24.847
Si 0.2837 5.158 24.7802
Si 5.1687 5.741 24.709
Si 2.9432 8.0002 24.6145
Si 7.9473 8.4269 24.7521
Si 1.3362 1.3768 26.0626
Si 6.8498 1.3049 26.1386
Si 4.0549 4.0981 26.0086
Si 9.6137 4.0519 26.1106
Si 1.4048 6.8218 26.022
Si 6.7766 6.8459 26.0517
Si 4.1067 9.5301 26.0203
Si 9.4731 9.5615 26.1681
Si 2.7328 -0.0126 27.3746
Si 8.1629 -0.0273 27.5796
Si 0.0175 2.7135 27.5175
Si 5.4459 2.7389 27.3918
Si 2.738 5.4627 27.4533
Si 8.1913 5.4652 27.3839
Si -0.0002 8.1769 27.4012
Si 5.4455 8.1958 27.4738
Si 4.0808 1.3637 28.7665
Si 9.5799 1.3491 28.8855
Si 1.3746 4.1139 28.8507
Si 6.8286 4.1001 28.7647
Si 4.1022 6.8156 28.8393
Si 9.5586 6.8187 28.7738
Si 1.3706 9.5611 28.7612
Si 6.7801 9.541 28.9016
Si 0.0173 -0.0341 30.1962
Si 5.4246 0.0117 30.1955
Si 2.7428 2.7269 30.1858
Si 8.1849 2.742 30.1754
Si -0.0181 5.4718 30.1776
Si 5.4837 5.4524 30.1856
Si 2.7203 8.2042 30.1641
Si 8.2064 8.1728 30.1936
Si 1.3696 1.3584 31.5582
Si 6.8142 1.3781 31.5421
Si 4.1165 4.0895 31.5589
Si 9.5576 4.1015 31.5447
Si 1.3503 6.8499 31.5318
Si 6.8464 6.8125 31.5734
Si 4.0699 9.572 31.5554
Si 9.5772 9.5429 31.5625
Si 2.7262 0 0.7456
Si 8.1877 0.0001 0.6934
Si -0.0127 2.7342 0.7196
Si 5.4763 2.7322 0.7504
Si 2.7304 5.491 0.6895
Si 8.216 5.4465 0.7504
Si 0.0072 8.1851 0.7459
Si 5.462 8.2089 0.7173
Si 4.0887 1.3774 2.1137
Si 9.534 1.3608 2.0806
Si 1.3652 4.14 2.0574
Si 6.8595 4.0823 2.1306
Si 4.0946 6.8381 2.0839
Si 9.584 6.8125 2.1186
Si 1.3578 9.5742 2.1128
Si 6.8185 9.5998 2.08
Si -0.0306 0.005 3.4345
Si 5.4706 0.0282 3.4978
Si 2.7156 2.786 3.4173
Si 8.197 2.6977 3.5245
Si 0.0073 5.4446 3.5014
Si 5.4696 5.4687 3.4431
Si 2.7548 8.2184 3.4767
Si 8.1952 8.2251 3.4031
Si 1.2414 1.5133 4.7792
Si 6.7934 1.3765 4.9245
Si 4.1072 4.1006 4.818
Si 9.74 3.8961 4.8844
Si 1.392 6.8471 4.8297
Si 6.8503 6.855 4.7821
Si 4.0984 9.6099 4.8477
Si 9.5299 9.5816 4.8008
Si 2.7007 0.1423 6.0819
Si 8.208 0.0242 6.2312
B 0.0106 2.6636 5.9356
Si 5.4156 2.7732 6.3238
Si 2.7262 5.451 6.172
Si 8.2521 5.3897 6.0703
Si -0.0126 8.2202 6.1618
Si 5.5051 8.261 6.2015
Si 3.7068 1.6651 7.6128
Si 9.9058 1.407 7.1962
Si 1.3342 3.686 7.0661
Si 6.6249 4.4612 7.4996
Si 4.3525 6.6765 7.4848
Si 9.3596 6.9519 7.415
Si 1.0621 9.9892 7.304
Si 7.1442 9.2948 7.6253
O 8.2262 8.0779 7.7088
O 2.5026 2.7747 7.8725
O 9.5292 1.3396 24.2846
O 4.0624 6.8563 24.1497
O -0.043 0.1808 7.8017
O 5.503 5.5895 7.9797
O 6.8557 9.5597 24.219
O 1.3786 4.0509 24.1913
O 3.8287 7.5374 8.8194
O 0.5052 4.4261 8.285
O 9.7795 6.3634 8.9051
O 1.8798 9.4392 8.6195
O 7.3852 4.0014 8.89
O 4.1992 1.022 9.0721
O 6.8025 9.5426 9.2148
O 9.1539 2.0275 8.5549
O 7.7278 3.1502 23.5396
O 10.5103 5.8363 23.4687
O 5.1015 0.4288 23.4216
O 5.883 5.0907 23.3753
O 3.118 2.2003 23.2942
O 2.311 8.708 23.24
O 8.6281 7.7398 23.4146
O 0.2584 10.3257 23.6226
Si 4.4062 1.5665 22.4881
Si 3.5051 7.921 14.0301
Si 7.1441 0.9533 14.6439
Si 0.9568 9.3491 22.5436
Si 1.2087 4.2598 11.8123
Si 6.2812 8.9599 15.3179
Si 0.7112 1.3218 12.268
Si 8.6471 4.9429 20.5178
Si 0.2887 5.6942 9.2489
Si 5.1167 3.105 17.9342
Si 0.8882 3.7331 16.7088
Si 10.4112 2.8299 19.2118
Si 5.2905 1.2076 10.3024
Si 0.9036 0.1658 19.8602
Si 6.6614 9.4682 10.8465
Si 9.3596 9.6671 18.3279
Si 9.3943 9.245 12.5728
Si 6.5921 3.8426 22.6037
Si 2.3742 8.0755 9.343
Si 10.6115 7.3568 17.0746
Si 2.5297 6.2817 16.5772
Si 10.1875 4.4773 14.1254
Si 6.1578 9.1757 18.5152
Si 7.9537 2.5956 9.49
Si 8.9026 2.107 12.398
Si 5.3645 6.2281 18.06
Si 3.9453 0.5472 19.4821
Si 4.3126 3.8426 12.0412
Si 5.5568 6.6127 12.1291
Si 8.0332 2.4813 17.2094
Si 4.3819 2.477 14.9528
Si 1.566 1.1971 15.2334
Si 1.5763 9.3668 12.0316
Si 8.0604 6.8455 13.8655
Si 10.4002 9.8293 15.4864
Si 9.8206 7.0031 22.5738
Si 8.1405 5.4699 17.4146
O 6.0508 7.9731 11.2809
O 6.0372 9.2056 16.897
O 7.7078 1.342 13.1687
O 0.9253 1.7199 13.8347
O 9.4626 6.2307 16.8744
O 6.7661 6.2095 13.1343
O 5.1574 4.6422 18.6028
O 9.2346 2.1203 18.2771
O 2.3893 0.0809 19.1021
O 9.4392 10.2294 16.7706
O 2.8169 4.4069 11.6869
O 5.0862 10.31 19.117
O 9.4354 3.2325 13.4204
O 0.4762 1.7578 19.9427
O 3.1812 1.3499 15.0413
O 8.1885 5.3816 19.0311
O 3.9171 6.5771 17.3845
O 4.5816 3.2676 16.3819
O 9.0715 5.6495 14.2894
O 5.4688 2.7559 22.1603
O 10.7058 4.128 15.6144
O 0.3253 3.8489 18.2384
O 10.4487 10.493 19.2297
O 9.6513 10.0204 14.0332
O 10.9136 8.119 22.1144
O 1.2112 2.1523 16.4984
O 9.7511 3.7394 20.4018
O 8.1756 4.0148 16.6945
O -0.0405 9.0853 11.9114
O 6.5978 2.3933 17.9827
O 5.5876 10.7292 11.1346
O 7.7691 9.5833 18.8436
O 10.0603 0.9837 12.0391
O 1.3826 6.8554 8.9647
O 0.6137 4.7634 13.2533
O 5.7274 7.6097 18.9729
O 5.2542 5.0998 11.507
O 2.7304 6.9767 15.1168
O 0.9614 2.6858 11.4256
O 0.8845 10.6725 15.5348
O 2.3739 8.4835 10.914
O 4.7666 2.4467 11.2696
O 4.2746 3.5158 13.6725
O 2.2058 4.6766 16.4776
O 10.7198 8.2408 15.6963
O 6.9356 10.2872 14.6614
O 2.3564 8.9369 13.4178
O 8.0629 1.5153 15.8864
O 4.1425 6.9929 12.8533
O 4.1979 1.9966 18.7288
O 7.3149 4.4059 21.2727
O 8.4517 2.8415 11.0213
O 1.2042 6.864 17.3619
O 5.6874 1.5898 14.7399
O 8.1341 9.7624 11.5951
O 9.2294 6.2709 21.2533
O 8.9619 7.7145 12.8549
O 1.6801 0.0712 11.8506
O 6.6742 6.1288 17.0608
O 7.4134 7.7953 15.045
O 1.2191 10.2976 21.2497
O 10.0412 8.1838 18.3512
O 3.9757 0.8497 21.0943
O 0.395 5.2141 10.7813
O 6.7005 1.5578 9.5499
O 4.7915 8.6977 14.6857

Results
free energy: -135250.867 eV
free energy less fixed offsets of B -154.04, O -568.88, Si -635.61 eV per atom: 2.893 eV

Forces (eV/angstrom), in the order of the atoms: element, x, y, z
Si -0.0063 0.0201 0.2184
Si 0.0203 -0.0146 0.19
Si -0.0194 0.0295 0.2026
Si 0.0174 -0.0128 0.1724
Si 0.0344 -0.0166 0.178
Si -0.0392 0.0231 0.1961
Si 0.019 -0.0368 0.219
Si -0.0101 0.016 0.2079
Si -0.0053 0.0139 -0.0242
Si 0.0132 -0.0135 0.0093
Si -0.0049 0.007 -0.0161
Si 0.006 0.002 -0.0103
Si 0.0046 0.0096 -0.0058
Si -0.0017 0.0148 -0.0197
Si 0.0009 -0.0022 -0.0175
Si -0.0265 0.0137 0.0007
Si -0.0048 -0.0025 -0.062
Si -0.0194 -0.0195 0.1049
Si 0.0081 0.006 0.0855
Si -0.0046 -0.0088 -0.0496
Si 0.0032 0.0092 0.0211
Si 0.0056 -0.0159 -0.0553
Si -0.0031 -0.0125 -0.0499
Si -0.0199 -0.0136 0.0485
Si 0.0187 0 0.0676
Si -0.0408 -0.0147 -0.1349
Si -0.0143 -0.0567 -0.0898
Si 0.0101 -0.015 0.0694
Si -0.0102 0.0049 -0.0629
Si 0.0018 0.0311 0.0527
Si -0.0276 0.0026 0.07
Si 0.1094 0.0337 -0.1554
Si 0.0409 -0.0137 0.0119
Si -0.0512 0.0477 0.0158
Si -0.0112 -0.012 0.0047
Si -0.0094 0.0278 0.0076
Si -0.0301 0.0194 0.0085
Si 0.0063 -0.0109 -0.0011
Si -0.0056 0.018 -0.0149
Si 0.0086 -0.0158 0.011
Si 0.0056 -0.0071 0.0157
Si -0.0054 -0.0209 0.0014
Si 0.006 0.0186 0.0025
Si 0.0131 -0.0188 0.0234
Si 0.0091 0.0072 -0.0107
Si 0.0152 -0.0025 0.0175
Si -0.0006 -0.0065 0.0198
Si -0.0267 -0.0088 -0.0018
Si -0.0183 0.0064 0.0103
Si 0.038 0.029 -0.0329
Si -0.0236 0.0174 0.0376
Si -0.009 0.0046 0.0314
Si -0.0031 -0.0263 -0.0401
Si -0.026 0.0323 0.0075
Si -0.0054 0.0084 0.0217
Si -0.0162 0.0134 -0.0025
Si 0.0534 -0.0436 -0.0444
Si -0.0424 -0.0448 -0.0145
Si -0.0204 0.0493 -0.0297
Si -0.0157 0.0104 -0.0272
Si 0.0361 0.0266 0.0003
Si -0.0277 0.0221 -0.0511
Si 0.054 -0.0622 -0.0515
Si -0.0409 0.0118 -0.02
Si 0.1812 0.1451 0.1207
Si -0.0777 0.0395 -0.1344
Si -0.0962 -0.1931 0.1309
Si 0.1457 0.127 -0.0781
Si -0.0869 -0.0998 -0.0146
Si 0.0191 -0.0115 0.0638
Si -0.1257 0.0181 -0.1166
Si 0.0171 -0.0847 0.1366
Si -0.0265 -0.0873 -0.2124
Si -0.1288 -0.0018 0.0616
Si 0.1037 0.148 -0.1116
Si -0.2785 0.2856 -0.0841
Si 0.0075 0.1272 -0.0057
Si 0.114 0.0016 -0.0966
Si -0.0132 0.0526 0.0589
Si -0.1201 -0.1261 -0.1166
Si -0.058 0.1032 -0.1051
Si 0.1524 0.1104 0.1299
B 0.2428 -0.2026 0.6938
Si -0.0311 -0.0464 0.0176
Si -0.0834 -0.1751 0.1017
Si 0.0455 -0.0105 -0.0989
Si 0.0277 -0.0288 -0.0347
Si 0.0521 -0.054 -0.0237
Si 0.0143 -0.0321 -0.3537
Si 0.02 -0.3867 -0.1456
Si 0.287 0.199 0.0762
Si -0.0893 0.0456 -0.2822
Si -0.0761 -0.0853 -0.2187
Si -0.0925 0.1004 -0.4276
Si -0.0625 0.0986 -0.2106
Si 0.0537 -0.0264 -0.3562
O -0.0277 0.073 0.3089
O 0.0525 -0.2314 0.0567
O -0.0079 0.0116 -0.0966
O 0.0009 0.0031 -0.1151
O 0.175 -0.0073 0.0969
O -0.0414 0.0211 0.1731
O -0.0075 0.0101 -0.1027
O -0.0136 0.0064 -0.1004
O -0.0364 0.0659 0.2785
O -0.1694 -0.0073 0.2396
O 0.0798 -0.0768 0.2017
O 0.0517 -0.1609 0.2558
O 0.0863 -0.1085 0.2295
O 0.0995 0.0381 0.3935
O -0.0654 0.015 0.4419
O -0.0087 0.2216 0.241
O -0.0918 0.0757 -0.2323
O -0.0728 0.0816 -0.218
O -0.0666 0.0853 -0.2321
O 0.0691 -0.0841 -0.2035
O 0.085 -0.0684 -0.2199
O -0.093 0.0726 -0.2152
O 0.0882 -0.0754 -0.2278
O 0.0525 -0.0841 -0.2467
Si -0.0075 0.0068 0.3634
Si -0.0225 0.0148 -0.2725
Si 0.0307 0.0103 -0.2264
Si 0.016 -0.0352 0.3559
Si -0.0497 0.0748 -0.3913
Si 0.0071 -0.0111 -0.1429
Si 0.0059 0.0104 -0.2815
Si -0.038 0.0512 0.2276
Si -0.0843 0.0411 -0.3882
Si -0.0192 -0.017 -0.0161
Si -0.0416 -0.0139 -0.0968
Si -0.0056 0.017 0.0917
Si -0.0377 -0.0521 -0.4849
Si 0.0344 -0.063 0.1695
Si -0.0752 0.1063 -0.4955
Si 0.0281 0.0226 0.0042
Si -0.0253 0.0593 -0.3081
Si -0.0086 -0.0062 0.3362
Si -0.0002 0.0475 -0.4768
Si -0.0168 0.017 -0.0444
Si -0.0047 0.0174 -0.1111
Si 0.0371 -0.0445 -0.2827
Si -0.0102 0.0224 -0.0024
Si 0.0818 0.0354 -0.4759
Si -0.005 0.061 -0.4068
Si 0.0137 -0.0102 0.0045
Si -0.0199 0.0258 0.1915
Si -0.0041 -0.0456 -0.3374
Si 0.0003 0.0496 -0.313
Si 0.0043 -0.0195 -0.0571
Si -0.0036 0.0513 -0.2168
Si -0.0376 0.0226 -0.2131
Si 0.0675 -0.0374 -0.364
Si 0.0011 -0.0115 -0.2106
Si -0.0263 0.0332 -0.1835
Si -0.0161 0.017 0.338
Si 0.0226 -0.0132 0.0223
O -0.0336 -0.1438 0.1829
O -0.0054 0.0031 0.0657
O -0.0652 -0.0503 0.1879
O 0.0404 -0.0184 0.2123
O 0.0013 0.0101 0.0179
O 0.0849 0.0019 0.1355
O -0.003 0.0124 -0.0124
O -0.0064 -0.002 -0.0174
O 0.0111 0.0024 -0.0596
O -0.0136 -0.0114 0.0509
O 0.0598 -0.0196 0.1014
O 0.0293 -0.0318 -0.0403
O 0.0273 0.0725 0.14
O -0.0158 0.0177 -0.0438
O 0.0068 -0.0075 0.0631
O -0.0197 0.0098 -0.0994
O 0.0168 -0.0016 0.0221
O 0.0128 0.0132 0.0766
O -0.0063 0.0058 0.0637
O -0.0036 -0.0046 -0.1114
O 0.0476 -0.0189 0.134
O 0.0088 0.006 -0.0066
O -0.0371 -0.0093 -0.0482
O 0.0365 0.0122 0.185
O 0.0074 0.0114 -0.1092
O -0.0002 0.018 0.0577
O 0.0335 -0.0435 -0.0826
O -0.0119 0.0075 0.0172
O -0.057 0.0046 0.1138
O -0.001 0.0041 0.0069
O 0.0191 -0.0464 0.1446
O -0.0069 -0.0049 -0.0103
O 0.006 -0.0142 0.115
O 0.0218 -0.021 0.172
O -0.0871 0.0248 0.195
O -0.0039 -0.0055 -0.0154
O -0.0025 0.0339 0.1078
O -0.0273 -0.0456 0.1223
O 0.003 -0.0533 0.1209
O -0.0035 -0.0196 0.0659
O -0.0736 0.1075 0.3431
O -0.0547 0.1534 0.2184
O -0.0023 -0.0663 0.2298
O 0.0092 0.0107 0.0306
O 0.0082 -0.0346 0.0591
O -0.016 -0.0198 0.0681
O 0.0663 -0.0477 0.1843
O 0.0126 0.0286 0.0875
O -0.0582 0.0373 0.1543
O 0.0141 0.024 -0.0436
O 0.0761 0.0332 -0.1655
O 0.0611 -0.04 0.3712
O 0.0007 -0.0031 0.0196
O -0.0045 -0.0006 0.0666
O 0.1433 -0.0276 0.2056
O -0.0417 -0.0768 -0.1661
O -0.0245 -0.0574 0.1178
O -0.0213 0.0081 0.1091
O -0.0178 0.0024 0.0084
O -0.0287 0.0349 0.0816
O -0.0033 0.097 -0.2174
O 0.0025 -0.0025 -0.0034
O -0.0257 -0.0581 -0.2328
O 0.0623 -0.0895 0.3446
O -0.0695 -0.0513 0.1648
O 0.0414 0.0207 0.0834

The program warned: the cutoff lies below the one the program advises for these potential files; the forces do not sum to zero within the program's tolerance; the exchange-correlation potential is rough where the density is thin.
